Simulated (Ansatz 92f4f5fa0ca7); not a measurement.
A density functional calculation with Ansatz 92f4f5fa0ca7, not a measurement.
Periodic cell of 424 atoms, Si264O160, from a study of silicon, its oxide and their interface. The atomic structure is a simulated model.
Doubt: the cutoff is far below the 930 eV that the study's wrapper takes by default for these files, so forces and energies are approximate.
This geometry differs little from another in the collection (a relaxation step or a small displacement).

Settings
functional: PBE
potential files: Ansatz PAW
basis: plane waves
wave-function cutoff: 580 eV
density cutoff ratio: 5
exchange-correlation grid ratio: 1
k mesh: 1 x 1 x 1, Gamma-centred
self-consistency stop: 5e-08 eV per atom in the density residual
occupations: fixed
spin: none
net charge: 0

Cell vectors (angstrom)
a	15.4687	0	0
b	0	12.8259	0
c	0	0	37.328

Atoms: element, x, y, z (angstrom)
Si	-0.0372	1.1717	34.6438
Si	3.8555	1.1717	34.6405
Si	7.7407	1.1707	34.6431
Si	11.6072	1.1782	34.6181
Si	1.97	7.5702	34.6914
Si	5.8928	7.5762	34.6733
Si	9.7052	7.5589	34.6334
Si	13.5245	7.5808	34.6656
Si	1.9336	5.247	35.0611
Si	5.8008	5.247	35.0611
Si	9.6679	5.247	35.0611
Si	13.5351	5.247	35.0611
Si	0	11.6599	35.0611
Si	3.8672	11.6599	35.0611
Si	7.7343	11.6599	35.0611
Si	11.6015	11.6599	35.0611
Si	0	4.664	36.2978
Si	3.8672	4.664	36.2978
Si	7.7343	4.664	36.2978
Si	11.6015	4.664	36.2978
Si	1.9336	11.0769	36.2978
Si	5.8008	11.0769	36.2978
Si	9.6679	11.0769	36.2978
Si	13.5351	11.0769	36.2978
Si	0	2.332	36.7101
Si	3.8672	2.332	36.7101
Si	7.7343	2.332	36.7101
Si	11.6015	2.332	36.7101
Si	1.9336	8.745	36.7101
Si	5.8008	8.745	36.7101
Si	9.6679	8.745	36.7101
Si	13.5351	8.745	36.7101
Si	1.9336	1.749	0.6188
Si	5.8008	1.749	0.6188
Si	9.6679	1.749	0.6188
Si	13.5351	1.749	0.6188
Si	0	8.162	0.6188
Si	3.8672	8.162	0.6188
Si	7.7343	8.162	0.6188
Si	11.6015	8.162	0.6188
Si	0	5.83	1.031
Si	3.8672	5.83	1.031
Si	7.7343	5.83	1.031
Si	11.6015	5.83	1.031
Si	1.9336	12.2429	1.031
Si	5.8008	12.2429	1.031
Si	9.6679	12.2429	1.031
Si	13.5351	12.2429	1.031
Si	1.9336	5.247	2.2678
Si	5.8008	5.247	2.2678
Si	9.6679	5.247	2.2678
Si	13.5351	5.247	2.2678
Si	0	11.6599	2.2678
Si	3.8672	11.6599	2.2678
Si	7.7343	11.6599	2.2678
Si	11.6015	11.6599	2.2678
Si	1.9336	2.915	2.68
Si	5.8008	2.915	2.68
Si	9.6679	2.915	2.68
Si	13.5351	2.915	2.68
Si	0	9.328	2.68
Si	3.8672	9.328	2.68
Si	7.7343	9.328	2.68
Si	11.6015	9.328	2.68
Si	-0.3751	-1.4975	26.7162
Si	6.7021	2.6042	25.6213
Si	7.8935	0.7933	27.818
Si	10.9939	0.7854	27.7444
Si	2.2666	6.5905	28.5072
Si	5.3073	6.9218	27.9167
Si	9.604	6.4891	28.01
Si	14.7366	6.4835	28.3084
Si	2.8897	3.5309	28.372
Si	7.2843	4.466	27.9104
Si	11.5655	4.6615	26.8065
Si	15.5219	2.2646	28.5415
Si	0.045	11.1011	29.014
Si	3.574	11.2548	28.3999
Si	7.8593	10.456	28.2595
Si	11.2815	10.4427	27.7599
Si	-0.8546	4.2418	29.4481
Si	4.4058	3.161	30.0696
Si	6.7932	3.4047	29.9125
Si	12.2766	3.5824	29.7095
Si	2.0134	10.1387	29.7776
Si	6.0487	9.9504	29.6868
Si	9.7697	9.8849	29.4885
Si	13.6896	9.9469	29.7493
Si	-0.007	0.4617	30.0345
Si	3.8835	0.873	30.321
Si	7.6257	1.2488	30.1122
Si	11.6347	1.3036	30.0063
Si	2.1074	7.8349	30.4067
Si	5.8416	7.6534	30.1081
Si	9.7974	7.6008	30.0596
Si	13.7829	7.6528	30.1303
Si	1.8806	0.5357	31.4717
Si	5.8594	0.408	31.4406
Si	9.6703	0.724	31.2497
Si	13.4754	0.4939	31.2968
Si	0.1271	7.1153	31.5048
Si	4.0133	7.024	31.4757
Si	7.8124	7.0056	31.2656
Si	11.744	7.0284	31.2738
Si	-0.0657	4.7516	31.6692
Si	3.865	4.6417	31.8308
Si	7.6358	4.6892	31.7274
Si	11.5995	4.7128	31.6861
Si	1.9773	11.0792	31.9132
Si	5.8782	10.9615	31.8155
Si	9.7092	11.1498	31.5783
Si	13.4273	11.037	31.8209
Si	1.8648	4.098	32.9475
Si	5.7855	4.0951	33.0627
Si	9.6329	4.0997	32.9214
Si	13.5154	4.1299	32.9742
Si	-0.0288	10.4904	33.0136
Si	3.9243	10.4348	33.0553
Si	7.8498	10.475	32.9664
Si	11.5153	10.4934	33.0055
Si	1.8953	1.7892	33.445
Si	5.8023	1.7432	33.4136
Si	9.6653	1.7669	33.3798
Si	13.5274	1.7689	33.3348
Si	0.0211	8.2029	33.5388
Si	3.9438	8.1323	33.5251
Si	7.8071	8.1462	33.3652
Si	11.6219	8.161	33.3713
Si	0	2.332	3.9167
Si	3.8672	2.332	3.9167
Si	7.7343	2.332	3.9167
Si	11.6015	2.332	3.9167
Si	1.9336	8.745	3.9167
Si	5.8008	8.745	3.9167
Si	9.6679	8.745	3.9167
Si	13.5351	8.745	3.9167
Si	1.9505	6.3971	4.3481
Si	5.7696	6.411	4.3386
Si	9.6649	6.4085	4.3165
Si	13.5252	6.4107	4.3317
Si	0.0031	12.8288	4.3276
Si	3.8662	12.8196	4.3258
Si	7.736	12.8334	4.3246
Si	11.6056	12.8333	4.3033
Si	-0.0047	5.7657	5.524
Si	3.8644	5.8314	5.657
Si	7.7185	5.8212	5.5231
Si	11.5876	5.8424	5.5715
Si	1.9358	12.2104	5.5537
Si	5.8029	12.2198	5.5427
Si	9.687	12.2435	5.5272
Si	13.5231	12.2975	5.5607
Si	-0.0709	3.463	6.0403
Si	3.8441	3.4778	6.0378
Si	7.6915	3.4918	5.9708
Si	11.5982	3.489	5.9445
Si	1.9496	9.8693	6.0164
Si	5.8493	9.9123	5.9977
Si	9.6266	9.9271	5.9967
Si	13.4839	9.9807	5.9173
Si	1.8792	2.9136	7.2686
Si	5.8015	2.834	7.2545
Si	9.6576	2.9185	7.1282
Si	13.4309	2.8849	7.3279
Si	-0.1018	9.2465	7.0706
Si	3.95	9.3273	7.258
Si	7.7432	9.3221	7.3324
Si	11.5841	9.4258	7.2009
Si	-0.0763	6.9579	7.5259
Si	3.9051	7.0043	7.7573
Si	7.706	6.965	7.5719
Si	11.5565	7.1308	7.5701
Si	1.9376	13.3896	7.6041
Si	5.8186	13.3284	7.617
Si	9.7599	13.4167	7.5612
Si	13.5354	13.3463	7.7007
Si	1.8199	6.9698	8.9268
Si	5.9071	6.2157	8.9057
Si	9.6524	6.4923	8.7945
Si	13.4342	6.4431	8.7761
Si	0.052	12.5515	8.7556
Si	3.8495	12.7808	8.8339
Si	7.8405	12.7255	8.6875
Si	11.5958	12.8057	8.9595
Si	1.6845	4.8775	9.8724
Si	6.1991	3.9165	9.3138
Si	10.0813	4.2057	9.051
Si	12.5752	4.2327	9.1356
Si	-0.065	10.2439	9.1678
Si	4.0284	10.5025	9.3365
Si	7.9051	10.5103	9.4554
Si	11.5634	10.4659	9.3426
Si	-0.0537	3.6658	11.9754
Si	4.0149	3.8733	11.6497
Si	8.2915	3.337	10.4126
Si	12.4105	3.6942	11.3832
Si	1.5496	8.9494	10.3401
Si	5.9188	10.1388	10.6826
Si	9.7948	9.717	10.7415
Si	13.5256	10.026	10.5472
Si	0.4938	0.6645	11.764
Si	3.4038	0.9437	11.8181
Si	8.2594	0.9899	10.6703
Si	11.2688	0.7716	11.1855
Si	0.0881	7.885	12.8829
Si	6.6845	7.1549	10.9403
Si	9.0817	7.4469	10.9023
Si	13.4078	7.6979	10.78
O	9.443	1.3161	27.4599
O	0.9244	-0.6194	26.2554
O	13.0366	4.607	26.0553
O	3.6662	6.9284	27.6861
O	-0.9803	7.1288	11.9003
O	1.8529	3.6841	8.7503
O	9.6624	13.2665	11.3983
O	2.0038	12.9664	12.109
O	4.5577	13.1607	12.7755
O	13.6899	10.7908	12.0315
O	0.6974	6.7319	13.8626
O	6.3805	6.4786	12.3929
O	5.7978	8.5265	10.9364
O	0.525	9.0412	16.1953
O	14.8774	13.0289	12.8716
O	6.9983	13.3652	11.625
O	10.2543	10.1916	12.3049
O	4.5421	4.6733	12.9526
O	7.9496	3.8714	11.9639
O	0.6174	4.16	13.3685
O	9.6691	6.7213	12.3182
O	12.1732	12.8688	12.3348
O	5.7587	10.7393	12.2212
O	13.8176	3.4656	12.1712
O	10.4712	4.0416	25.7731
O	8.6266	7.3452	27.0465
O	-0.5059	9.9286	25.8301
O	6.7557	1.3672	26.7401
O	7.7469	9.7476	26.7662
O	5.2729	3.2516	25.0632
O	13.9508	6.8033	26.8976
O	12.0654	1.437	26.6687
O	0.8041	6.9383	27.8217
O	3.6678	3.4541	26.9642
O	11.217	9.7058	26.2912
O	3.0315	13.532	25.4144
O	5.9654	7.8376	26.7258
O	13.8304	-0.4904	26.36
O	7.4876	3.7773	26.4414
O	14.6814	1.937	27.1597
Si	14.7931	1.6511	23.3811
Si	-1.334	12.8557	18.758
Si	16.6531	8.1718	22.9005
Si	9.3329	15.2168	15.6115
Si	9.5539	10.2053	13.7898
Si	5.3012	3.5928	20.3153
Si	11.9084	6.8634	23.5396
Si	0.7507	3.9829	21.9932
Si	10.2297	12.4197	15.9496
Si	16.7996	11.0954	22.9735
Si	1.5363	12.3832	20.0724
Si	7.4952	8.2219	26.2921
Si	8.0437	13.5152	17.6981
Si	13.5027	12.1441	12.9415
Si	12.901	6.2231	15.1717
Si	6.1295	13.5141	12.9969
Si	5.5393	6.2691	21.9061
Si	3.3463	10.0465	18.9959
Si	5.7123	5.6058	13.577
Si	9.9569	4.5263	24.3013
Si	3.0071	1.809	21.2668
Si	12.7962	13.0948	21.3529
Si	13.6146	1.1354	26.2162
Si	6.5292	10.8033	13.6582
Si	-0.9324	8.8312	15.4879
Si	6.3104	11.2939	18.4539
Si	11.2617	6.3935	12.5231
Si	8.4921	10.5489	20.5838
Si	10.2163	11.9671	22.8519
Si	9.982	8.4778	19.0155
Si	12.672	2.516	19.4995
Si	2.4158	1.4259	24.0785
Si	-0.9311	9.813	24.2309
Si	18.5531	7.4953	20.7964
Si	11.3991	9.6461	24.6632
Si	10.3847	5.2715	16.5191
Si	1.5888	5.7104	24.4748
Si	6.4185	9.2012	16.1903
Si	7.8235	6.6684	23.7351
Si	-1.0003	5.0379	19.7374
Si	12.0801	6.7541	20.4512
Si	14.0308	5.8398	25.5727
Si	7.9403	7.6977	21.019
Si	4.3322	7.0914	16.0277
Si	3.7247	3.7659	25.3872
Si	10.4337	4.4024	19.3572
Si	2.4285	12.0471	25.6915
Si	8.1942	15.2492	20.2385
Si	3.5525	5.2808	18.4678
Si	9.3122	8.0512	15.9342
Si	0.1584	5.2895	14.4317
Si	0.9171	5.4064	17.4397
Si	1.8268	8.2775	16.7978
Si	13.1293	11.4962	16.1013
Si	8.7635	1.8724	23.2764
Si	7.4685	3.3565	13.4401
O	9.5672	6.4482	15.7339
O	11.9919	5.5384	16.3355
O	15.0046	5.0303	18.1996
O	18.2038	9.274	17.6985
O	1.7683	7.304	24.1578
O	11.6899	-0.5382	22.2156
O	9.9618	5.3153	18.0909
O	10.4264	14.0007	15.5523
O	-3.3529	1.6482	20.7722
O	13.8132	1.6684	24.6864
O	2.6979	15.8051	24.4041
O	15.6055	5.4285	25.2684
O	6.2724	2.2337	13.4739
O	10.4237	10.7479	23.9346
O	9.6668	9.9897	19.5722
O	1.8733	2.9767	21.3781
O	6.2776	6.2735	23.3608
O	10.0525	3.7849	15.9882
O	7.8029	9.2845	21.3538
O	-1.8543	3.7027	20.0464
O	4.1267	7.0713	21.9928
O	11.5931	11.782	16.5604
O	1.8903	9.6075	22.6525
O	3.178	1.0333	22.6976
O	4.4754	2.3444	20.9039
O	7.5117	14.8949	24.3104
O	6.666	12.3924	14.0657
O	11.1668	5.3984	20.4119
O	6.5545	12.812	17.8359
O	13.8017	7.4139	15.834
O	8.119	14.7823	16.6449
O	14.0549	12.1272	17.2983
O	4.7504	10.8814	18.7596
O	2.138	4.5539	18.1041
O	13.5795	6.3923	19.9218
O	2.3731	11.4676	24.1718
O	6.8772	4.6553	14.2368
O	9.2241	3.6795	20.1429
O	9.8382	11.591	14.5981
O	7.7123	8.2921	15.8271
O	9.5864	13.305	23.5729
O	11.4111	3.2244	18.7521
O	9.922	8.4909	17.3893
O	11.8938	6.7379	13.9859
O	8.5821	5.412	24.434
O	5.3437	4.7168	21.4868
O	17.0361	7.4584	21.4565
O	13.3351	6.5953	24.3092
O	0.8386	5.0067	15.8695
O	7.7313	7.9836	24.7019
O	7.9723	10.0942	13.4479
O	13.28	12.221	20.0306
O	12.9279	9.9272	24.1513
O	13.9961	5.1875	14.5562
O	15.0092	3.14	22.7231
O	3.2648	6.4021	19.6105
O	9.7352	3.1789	23.4184
O	-1.9232	14.3728	18.5168
O	2.5754	13.6288	20.0713
O	-0.6644	8.9577	13.8705
O	0.8123	1.1434	23.859
O	5.068	6.5802	14.6864
O	9.0838	12.3703	17.1236
O	7.2677	11.2704	19.7815
O	8.7469	2.6412	14.1236
O	4.1855	5.8954	17.1071
O	8.208	14.6375	21.7439
O	11.4463	7.9431	19.5175
O	6.4836	7.0099	20.7819
O	6.8748	10.2169	17.3692
O	15.2501	11.0937	23.5049
O	13.4846	9.9173	16.0545
O	11.0714	8.0973	24.2265
O	3.5159	8.9602	20.2023
O	10.0127	8.9477	14.7455
O	6.7482	15.8724	19.8738
O	2.8605	7.7105	15.6539
O	8.5403	14.0682	19.1604
O	8.8352	7.4929	19.6742
O	5.2503	8.2311	16.7431
O	0.2113	4.9592	20.8116
O	5.819	10.0011	14.8873
O	0.2161	12.8488	19.2488
O	12.1909	7.2646	21.9907
O	4.6019	4.1713	18.9777
O	11.0759	5.4708	23.5966
O	15.0996	8.509	23.3798
O	13.3107	11.9962	14.5558
O	9.171	11.5398	21.6717
O	1.4602	4.9766	23.0426
O	16.7462	11.9957	21.6345
O	8.6209	7.0119	22.3432
O	2.1881	11.1183	19.3316
O	1.2291	7.0051	17.6401
O	14.0967	0.6801	22.2639
O	3.0091	5.2646	25.2107
O	1.1938	8.6154	11.9305
O	10.9584	-0.8179	27.4646
O	2.1738	4.9674	28.694
O	11.0187	6.1722	27.2175
O	5.9712	5.4405	27.6983
O	3.2989	11.2168	26.7748
O	2.9258	4.8345	10.9279
O	11.5802	3.8554	28.2173
O	3.2925	2.5234	12.1728
O	11.9195	7.3742	11.3994
O	0.6261	2.2589	11.632
O	11.4681	2.3663	11.4646
O	-2.6943	-2.5912	28.3795
O	5.188	3.4951	10.5788
O	7.8345	12.0034	27.7445
O	3.8141	0.8208	10.2486
O	15.7448	4.6504	10.7067
O	-0.0764	13.0204	10.3314
O	3.7702	12.8242	28.8786
O	11.5462	4.8301	12.1855
O	4.9312	10.3865	28.5385
O	8.7407	5.1206	28.3028
O	2.915	9.8533	10.3988
O	1.6659	2.4435	28.2346

Results
free energy: -258827.907 eV
free energy less fixed offsets of O -568.88, Si -635.61 eV per atom: -6.067 eV

Forces (eV/angstrom), in the order of the atoms: element, x, y, z
Si	0.003	-0.0003	-0.0046
Si	-0.0042	-0.002	-0.0062
Si	0.0003	0.0007	-0.0079
Si	-0.0017	-0.0012	-0.0052
Si	-0.0012	-0.0002	-0.0036
Si	0.001	0.0008	-0.0051
Si	0.0019	-0.0012	-0.0037
Si	0.0006	-0.0025	-0.0039
Si	-0.2028	-0.1127	-0.1937
Si	0.1301	0.0617	0.5423
Si	-0.02	-0.1632	-0.3483
Si	-0.0846	-0.0246	0.0289
Si	-0.1094	0.1383	0.0161
Si	0.1161	0.0424	0.1416
Si	0.2322	-0.0436	-0.2527
Si	-0.2016	0.1297	-0.0343
Si	0.0159	-0.0008	-0.0098
Si	0.0421	0.0178	-0.0329
Si	-0.0589	-0.0384	0.0029
Si	0.0271	-0.0665	-0.0457
Si	0.007	-0.0071	-0.0437
Si	-0.0508	0.0108	-0.0239
Si	0.0162	0.0905	0.0597
Si	0.0384	-0.0089	-0.0406
Si	-0.1413	0.0121	-0.0163
Si	0.0365	-0.0152	-0.012
Si	0.0519	0.0181	0.0023
Si	0.027	-0.0118	-0.1322
Si	0.0879	0.075	0.2846
Si	0.2069	0.0304	0.157
Si	0.0667	-0.0419	-0.1617
Si	-0.0913	0.0452	0.1369
Si	-0.0251	-0.0421	-0.0503
Si	-0.0196	-0.0204	-0.0209
Si	-0.0313	-0.0323	-0.013
Si	0.0409	0.0168	-0.0085
Si	0.0117	-0.0205	-0.0108
Si	-0.0164	-0.0025	-0.0082
Si	-0.0402	0.038	0.0202
Si	-0.0346	0.0293	0.0114
Si	-0.0166	0.021	0.0418
Si	-0.0535	-0.025	-0.009
Si	0.0608	0.0107	0.0269
Si	-0.0466	-0.0011	-0.0106
Si	0.0027	0.0052	0.0204
Si	0.0573	0.0009	0.0151
Si	-0.0149	-0.0249	0.0117
Si	-0.0369	-0.0143	-0.0067
Si	0.1111	0.0233	0.0613
Si	-0.114	-0.0114	0.0363
Si	0.0017	-0.0255	-0.096
Si	-0.0288	0.0236	-0.0144
Si	-0.0382	-0.0256	-0.0168
Si	-0.0101	-0.0146	-0.0734
Si	0.0193	0.0212	0.0098
Si	0.0667	-0.0281	-0.1475
Si	0.0273	0.0914	0.0936
Si	0.0351	0.0079	0.0056
Si	0.0223	0.0338	0.0106
Si	-0.0413	-0.0473	-0.0111
Si	-0.0145	0.0263	0.0366
Si	0.0261	0.0221	0.0537
Si	0.041	-0.031	0.0089
Si	0.0215	-0.028	-0.0102
Si	-0.0021	-0.0051	-0.0052
Si	0.0058	0.0013	0.0045
Si	0.0038	-0.0091	-0.0212
Si	0.0052	0.0012	0.0098
Si	0.0199	0.0154	-0.0014
Si	0.0002	0.0018	-0.0159
Si	-0.0024	0.0062	-0.0012
Si	-0.0045	-0.0072	-0.0177
Si	-0.008	-0.0126	0.0015
Si	0.0005	-0.0092	0.0149
Si	-0.0054	0.0043	0.0005
Si	-0.0012	0.0007	-0.008
Si	0.005	-0.0011	0.0035
Si	0.0049	-0.0076	0.0025
Si	0.015	-0.0107	-0.0023
Si	-0.0038	-0.0071	0.0108
Si	-0.0072	0.0015	0.0039
Si	0.0083	0.0087	0.0077
Si	-0.0015	0.0081	-0.0109
Si	0.0061	-0.0026	-0.0075
Si	0.0006	0.0123	-0.0015
Si	0	0.0011	-0.0204
Si	-0.0077	0.0053	-0.0028
Si	-0.0166	0.0132	0.0013
Si	-0.0024	0.0004	0.0024
Si	-0.0284	0.0061	-0.0333
Si	0.0059	0.0003	0.0238
Si	0	0.0008	-0.007
Si	-0.0083	-0.0061	-0.0069
Si	0.0025	-0.005	0.0088
Si	-0.0011	0.0003	-0.0064
Si	-0.0076	0.0066	0.0068
Si	0.002	-0.0053	-0.003
Si	0.0145	0.0197	-0.0069
Si	-0.0069	0.0003	-0.005
Si	0.0012	0.0025	-0.0002
Si	0.0048	-0.0065	-0.0002
Si	0.0114	-0.0048	-0.0013
Si	-0.0048	0.0061	-0.0034
Si	-0.0009	0.0008	-0.0034
Si	0.0065	0.0028	-0.0055
Si	0.001	-0.0061	-0.0064
Si	0.0016	-0.0045	0.0016
Si	-0.0043	-0.0031	-0.0001
Si	-0.0016	-0.0019	-0.0054
Si	-0.0076	-0.0174	0.0095
Si	0.0004	-0.0023	-0.0046
Si	0.0076	-0.0039	-0.0155
Si	-0.0025	-0.0011	-0.0037
Si	0.0004	0.0047	-0.0049
Si	0.0006	0.0028	-0.0028
Si	-0.0018	-0.0026	-0.0006
Si	0.0024	-0.0025	0.003
Si	0.0026	0.0016	-0.0027
Si	0.0073	0.0041	-0.0057
Si	-0.0034	0.0001	0.0009
Si	0.0007	0.0034	0.0033
Si	0.0029	-0.0028	0.0046
Si	-0.0021	0.0006	-0.0024
Si	0.0013	-0.0025	-0.0058
Si	0.001	0.0062	-0.0035
Si	0.002	-0.0013	-0.0018
Si	-0.0032	-0.0052	-0.0043
Si	-0.002	-0.0001	-0.0015
Si	-0.087	-0.0562	0.2712
Si	-0.0608	0.0296	0.2638
Si	-0.0676	0.0129	-0.0876
Si	0.0133	0.0509	-0.3324
Si	0.0761	-0.1187	0.1516
Si	0.0933	-0.0564	0.1566
Si	-0.0714	0.0298	0.1648
Si	-0.1473	0.0274	-0.1717
Si	-0.0015	0.0018	0.0019
Si	-0.0005	0.0013	0.0008
Si	-0.0002	0.0005	0.0012
Si	0.0003	0.0013	0.0021
Si	0.0016	0.0017	0.002
Si	-0.0006	0.0008	0.0021
Si	-0.0003	0.001	0.003
Si	0.0018	-0.0014	0.0018
Si	0.0016	-0.0021	0.0007
Si	0	-0.0007	-0.0013
Si	0.0003	0.0001	0.0014
Si	0.0002	0.0018	0.0026
Si	-0.0004	-0.002	-0.0004
Si	-0.0006	0.0007	0.0022
Si	-0.0001	-0.0005	0.0005
Si	-0.0011	-0.0002	-0.0004
Si	-0.0007	0.0043	-0.0017
Si	0.0026	0.0024	0.0006
Si	0.0018	0.002	0.005
Si	-0.0051	0.0006	0.0049
Si	-0.0017	0.0006	0.0014
Si	0.0038	-0.0022	0.0009
Si	0.0021	-0.0007	0.0033
Si	-0.0014	-0.0011	0.0001
Si	-0.0014	0.0064	0.0065
Si	-0.0004	-0.0024	-0.0006
Si	0.0036	0.0018	-0.0071
Si	-0.0003	0.0006	-0.0011
Si	0.0045	0.0018	0.0007
Si	-0.0011	0.0025	0.0019
Si	-0.0013	0.016	0.0106
Si	-0.0021	0.0033	0.0003
Si	-0.0026	-0.0019	-0.0045
Si	0.0006	0	0.0006
Si	0.0045	-0.009	0.0017
Si	0.0098	-0.0014	-0.0038
Si	-0.0003	0.0001	-0.0037
Si	0.0049	0.0004	-0.0037
Si	-0.0021	-0.0009	0.0063
Si	0.0039	-0.0004	-0.0029
Si	0.0008	0.0086	0.0063
Si	0.0021	0.0039	-0.0002
Si	-0.0153	0.0083	-0.0029
Si	-0.0015	-0.0046	0.0011
Si	0.0016	-0.0079	-0.0082
Si	-0.0012	0.002	0.001
Si	0.0028	0.0025	-0.0079
Si	-0.0061	0.0022	-0.0016
Si	-0.0065	0.0003	-0.0039
Si	-0.0071	-0.0033	-0.0026
Si	0.0028	-0.0119	0.0043
Si	0.0012	0.0076	-0.0039
Si	0.001	-0.0046	-0.0008
Si	0.0045	-0.0072	-0.0037
Si	-0.0123	-0.0156	-0.0028
Si	-0.0008	-0.0021	-0.0027
Si	0.0136	-0.0047	-0.001
Si	-0.001	-0.003	0.0047
Si	0.0058	0.0088	0.0053
Si	0.0042	0.0039	-0.0083
Si	-0.0063	-0.0053	-0.0074
Si	0.0095	-0.0147	-0.0009
Si	0.0024	0.0128	0.003
Si	0.0098	0.0063	0.0045
Si	0.0025	0.0024	0.0001
Si	-0.0013	0.0001	0.0018
Si	-0.007	-0.0053	0.0032
Si	-0.0065	-0.0084	-0.005
Si	-0.0022	0.0015	0.0028
Si	-0.01	-0.0042	0.0166
Si	0.0079	-0.0102	0.0082
Si	-0.0011	-0.0083	-0.0033
O	-0.0024	-0.0005	-0.0023
O	-0.0004	0.0006	-0.0024
O	0.0026	-0.0013	-0.0039
O	-0.0059	-0.0045	0.0161
O	0.0007	0.0005	-0.0011
O	0.0006	-0.0082	-0.0096
O	0.0114	0.0023	0.0001
O	0.0058	-0.0045	-0.0049
O	0.0018	-0.002	0.001
O	-0.0033	-0.0034	-0.0059
O	0.0004	-0.0008	-0.0007
O	0.0055	0.0072	-0.0187
O	0.0024	0.0171	-0.0031
O	-0.0012	0.0007	-0.0025
O	0.0012	0.0019	0.0008
O	0.0054	0.0026	-0.0054
O	-0.0011	-0.0036	-0.0089
O	-0.0016	-0.0011	0.0002
O	0.001	-0.0014	-0.0027
O	-0.0012	-0.0011	-0.0022
O	-0.0065	0.0055	-0.0068
O	-0.0067	0.0053	-0.0007
O	0	-0.0025	-0.004
O	0.0026	-0.0015	0.0043
O	0.0018	-0.0008	-0.0051
O	-0.0007	0.0037	-0.0001
O	0.0003	0.0045	-0.0016
O	-0.0002	-0.0016	-0.0016
O	-0.0019	0.0116	0.0013
O	-0.0029	0.0005	-0.0044
O	0.0022	-0.0014	0.0021
O	-0.0038	0.0004	-0.0045
O	-0.0018	0.0052	-0.0093
O	0.0016	0.0019	0.0011
O	0.0024	-0.001	-0.007
O	0.0014	-0.0005	-0.0027
O	-0.003	0.0002	0.0011
O	0	-0.0017	-0.0045
O	0.0021	-0.0003	-0.009
O	0.0043	0.0059	0.0021
Si	-0.0016	-0.0008	-0.002
Si	0.0015	0.0001	0
Si	0.0016	-0.0003	-0.004
Si	-0.0012	-0.0017	0.0044
Si	0.0013	0.0007	0.0043
Si	0.0043	-0.0015	-0.0034
Si	-0.0004	0.0013	0.0004
Si	0.0004	0.0006	-0.0016
Si	-0.0018	-0.0006	0.0024
Si	0.0008	0	-0.0009
Si	-0.0003	0.0009	-0.0044
Si	0.0085	-0.0008	0.0063
Si	-0.0002	-0.0015	0.0021
Si	0.0103	-0.0038	0.0022
Si	-0.001	0.0007	0.0019
Si	-0.003	0.0012	0.0004
Si	-0.0005	0.0002	-0.0022
Si	0.0012	0.0007	-0.0018
Si	0.0031	-0.0006	-0.0003
Si	0	0.0005	0.0031
Si	0.0018	-0.0013	-0.0046
Si	0.0002	-0.0004	-0.0035
Si	0	-0.0031	0.0048
Si	-0.0029	0.0027	-0.0007
Si	0.0033	0.0012	0.0005
Si	0	-0.0003	-0.0005
Si	0.003	0.0049	0.0022
Si	-0.0015	0	-0.0025
Si	0.0007	-0.0025	-0.0024
Si	0.0012	0.0007	0.0006
Si	0.0012	0.0004	-0.0018
Si	0.0007	-0.0027	0.0009
Si	-0.0011	-0.0011	0.002
Si	0.0011	0.0003	-0.0037
Si	-0.0035	0.0007	0.0021
Si	-0.0018	0.0001	0.0027
Si	0.0002	0.0011	0.0001
Si	0.0008	-0.0004	0.0027
Si	0.0015	0.0022	0.0047
Si	-0.0032	-0.0015	-0.0042
Si	-0.0005	-0.0001	-0.0038
Si	-0.0015	0.0009	0.0035
Si	0.0004	0.0011	-0.0022
Si	0.0006	-0.0008	0.0001
Si	0.001	0.0009	0.0001
Si	-0.0012	-0.0007	-0.0006
Si	-0.0007	-0.0013	0.0003
Si	-0.0007	-0.0001	-0.0034
Si	0.0021	-0.001	-0.0003
Si	-0.0004	0.0004	0.0022
Si	0.0031	0.001	0.0015
Si	0.0003	-0.0009	0.0007
Si	0.0018	0	0.0016
Si	0.0014	-0.0004	0.0023
Si	0.0003	0.0002	-0.0029
Si	0.0005	0.0047	-0.0012
O	0.001	-0.0013	-0.0026
O	0.0016	-0.0008	-0.0022
O	0.0002	-0.0007	-0.0037
O	0.0006	-0.0009	-0.0026
O	0.0019	0.0008	-0.0015
O	-0.0006	0	-0.0012
O	0.0006	-0.0019	-0.001
O	0.002	-0.0005	-0.0032
O	0.0006	-0.001	-0.0004
O	0.0013	0.0003	-0.0054
O	0.0002	0.0008	-0.004
O	0.0012	-0.0008	-0.0006
O	-0.0024	-0.0033	0.0006
O	0.0011	0.0004	-0.0029
O	0.0001	0	-0.0007
O	0.0035	-0.002	-0.0019
O	0.0011	-0.0011	-0.0016
O	0.0016	-0.0003	-0.0022
O	0.001	0.0002	-0.0029
O	0	-0.0009	-0.0007
O	0.0036	-0.001	-0.0005
O	0.0003	-0.0001	-0.0026
O	0.0013	-0.0008	-0.0028
O	0.0014	-0.0003	-0.0008
O	0.0015	-0.0007	-0.0015
O	0	-0.0002	-0.0025
O	0.001	-0.0006	0.0016
O	0.0007	0.0002	-0.0016
O	0.0008	-0.0001	-0.0018
O	0.0014	-0.0016	-0.0004
O	0.0018	0.0015	-0.0038
O	0.0002	-0.0007	-0.0046
O	0.001	-0.0006	-0.0019
O	0.0008	-0.001	-0.0015
O	-0.0005	0.0028	-0.001
O	0.0012	0.0005	-0.0005
O	0.0017	-0.0011	-0.0004
O	0.0019	0	-0.0017
O	0.0013	0.0003	-0.0018
O	0.0012	-0.0011	-0.0016
O	0.0001	0.0005	-0.001
O	0.0004	0.0002	-0.0016
O	0.0006	0	-0.0044
O	-0.002	-0.0001	-0.0067
O	0.0011	-0.0017	-0.0053
O	-0.0004	0.0001	-0.0002
O	-0.0003	0.0004	0.0001
O	0.0021	-0.0006	-0.003
O	0.0005	0.0002	-0.0036
O	-0.0005	-0.0022	-0.0037
O	0.0019	-0.0011	-0.0022
O	0.0004	0.0008	0.0002
O	0.0044	0.0005	-0.0036
O	-0.0005	-0.0015	-0.002
O	-0.0005	-0.0014	-0.0003
O	0.001	0.0013	0.0009
O	0.0008	-0.0012	-0.0019
O	0.0005	0	-0.0016
O	0.0018	0.0013	0.0001
O	0.0002	-0.0006	-0.0009
O	0	-0.0004	-0.0021
O	0.0001	0.001	-0.0008
O	0.0026	-0.0004	-0.0036
O	0.003	-0.0016	0.0003
O	0.0015	-0.0005	-0.0033
O	0.0002	-0.0015	-0.0019
O	0.0013	-0.0002	0.0011
O	0.0003	-0.0004	-0.0018
O	0.0009	-0.0012	-0.0014
O	0.0003	0.0006	-0.0006
O	0.0006	0.0018	-0.0023
O	-0.0003	0.002	-0.0006
O	0.0012	-0.0021	-0.0037
O	0.0006	-0.0013	0
O	0.0005	-0.0006	-0.0023
O	-0.0001	0.0011	0.0011
O	-0.0008	0	-0.0014
O	0.0005	0.0009	-0.0014
O	0.0004	-0.0001	-0.0014
O	0.0014	0.0013	-0.0014
O	0.0045	0.0002	0.0023
O	-0.0006	0.0003	-0.0026
O	0.0003	0.0005	-0.0013
O	0.0005	0.0006	0.0019
O	0.0002	0.0003	-0.0013
O	0.0006	-0.0002	-0.004
O	0.0001	-0.0006	-0.0028
O	-0.0007	-0.0005	0
O	0.0018	0	0.0002
O	0.002	-0.0001	-0.0013
O	-0.0007	0.0005	0.0005
O	0.0007	-0.001	-0.0015
O	0.0012	-0.0009	-0.0014
O	0.0003	0.0003	-0.0018
O	0.0028	0.0011	0.0003
O	0.0019	-0.0006	0.0001
O	0.0018	0.0018	-0.0027
O	0.0003	0.0056	-0.0058
O	0.0114	-0.02	0.0003
O	0.0058	-0.0035	-0.0045
O	-0.0033	0.004	0.0017
O	0.0007	0.0002	-0.0024
O	0.002	0.0014	0.0034
O	0.0003	-0.0034	0.0045
O	0.001	-0.0005	0.0012
O	-0.0008	-0.0013	0.0041
O	-0.0014	0.0022	0.0041
O	-0.0067	-0.0051	0.0036
O	0.0063	-0.0026	-0.0008
O	0.0038	0.0002	-0.0064
O	-0.0018	-0.007	0.0019
O	0.0018	0.003	-0.0007
O	0.0009	-0.0006	0.0008
O	-0.0105	0.0119	0.0118
O	0.0094	-0.0002	0.0161
O	-0.0064	0.0026	0.005
O	-0.0014	0.002	0.0016
O	-0.0007	-0.0013	-0.0021
O	-0.0015	0.001	0.0027
O	-0.0022	0.0021	-0.0012

The program warned: the cutoff lies below the one the program advises for these potential files; the forces do not sum to zero within the program's tolerance; the exchange-correlation potential is rough where the density is thin.
